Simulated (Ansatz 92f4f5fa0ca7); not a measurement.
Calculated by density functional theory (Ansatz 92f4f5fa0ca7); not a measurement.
Periodic cell of 285 atoms, Si195O90, from a study of silicon, its oxide and their interface. The atomic structure is a simulated model.
Doubt: the cutoff is far below the 930 eV that the study's wrapper takes by default for these files, so forces and energies are approximate.
This geometry differs little from another in the collection (a relaxation step or a small displacement).

Settings
functional: PBE
potential files: Ansatz PAW
basis: plane waves
wave-function cutoff: 580 eV
density cutoff ratio: 5
exchange-correlation grid ratio: 1
k mesh: 1 x 1 x 1, Gamma-centred
self-consistency stop: 5e-08 eV per atom in the density residual
occupations: fixed
spin: none
net charge: 0

Cell vectors (angstrom)
a 11.6015 0 0
b 0 10.938 0
c 0 0 40.2463

Atoms and the computed forces on them: element, x, y, z (angstrom), force x, y, z (eV/angstrom)
Si 0 0 0.9665 0.0003 0.0577 -0.0034
Si 3.8672 0 0.9665 0.0041 0.0148 0.0068
Si 7.7343 0 0.9665 -0.0009 0.0316 0.0026
Si 1.9336 1.3673 0.9665 0.0053 -0.0563 0.0043
Si 5.8008 1.3673 0.9665 -0.0004 0.0015 0.0066
Si 9.6679 1.3673 0.9665 -0.0091 -0.0643 0.001
Si 0 5.469 0.9665 -0.0046 0.0881 -0.0105
Si 3.8672 5.469 0.9665 -0.0007 0.0279 -0.0062
Si 7.7343 5.469 0.9665 0.0059 0.0489 0.0112
Si 1.9336 6.8362 0.9665 0.0095 -0.0679 -0.02
Si 5.8008 6.8362 0.9665 0.0006 -0.041 -0.0046
Si 9.6679 6.8362 0.9665 -0.0103 0.0229 0.0171
Si 1.9336 2.7345 39.2792 0.0121 0.0592 -0.004
Si 5.8008 2.7345 39.2792 -0.0095 -0.0138 0.0127
Si 9.6679 2.7345 39.2792 0.0066 0.0484 0.0246
Si 0 4.1018 39.2792 -0.0178 -0.1412 -0.0693
Si 3.8672 4.1018 39.2792 0.0123 -0.0324 0.0015
Si 7.7343 4.1018 39.2792 0.0142 -0.0334 0.0007
Si 1.9336 8.2035 39.2792 0.0139 0.124 -0.0443
Si 5.8008 8.2035 39.2792 -0.0046 0.0561 -0.0237
Si 9.6679 8.2035 39.2792 0.0161 -0.0709 0.0563
Si 0 9.5708 39.2792 0.004 -0.0644 -0.0077
Si 3.8672 9.5708 39.2792 0.0014 0.0193 0.0357
Si 7.7343 9.5708 39.2792 0.0092 -0.0211 0.0247
Si 0 0 4.8337 -0.0428 0.1175 0.0019
Si 3.8672 0 4.8337 -0.0103 -0.0012 0.0206
Si 7.7343 0 4.8337 0.0017 0.0262 -0.0186
Si 1.9336 1.3673 4.8337 -0.0451 -0.023 0.0535
Si 5.8008 1.3673 4.8337 -0.013 -0.0308 -0.1192
Si 9.6679 1.3673 4.8337 0.003 -0.048 0.0739
Si 0 5.469 4.8337 -0.007 0.0403 0.0955
Si 3.8672 5.469 4.8337 -0.0305 0.0733 -0.1162
Si 7.7343 5.469 4.8337 -0.0057 0.0316 0.1484
Si 1.9336 6.8362 4.8337 -0.0511 0.009 -0.0129
Si 5.8008 6.8362 4.8337 -0.0003 -0.0605 0.0125
Si 9.6679 6.8362 4.8337 0.0098 0.0104 0.017
Si 1.9336 2.7345 2.9001 0.0085 0.0527 -0.0031
Si 5.8008 2.7345 2.9001 -0.0052 -0.0082 -0.0166
Si 9.6679 2.7345 2.9001 -0.0206 0.0641 0.0132
Si 0 4.1018 2.9001 -0.0032 -0.0731 0.0072
Si 3.8672 4.1018 2.9001 -0.0106 -0.0093 -0.0161
Si 7.7343 4.1018 2.9001 -0.0003 -0.0564 0.0089
Si 1.9336 8.2035 2.9001 -0.0058 0.0382 -0.0137
Si 5.8008 8.2035 2.9001 -0.0064 0.0417 0.0054
Si 9.6679 8.2035 2.9001 -0.003 -0.0012 0.0086
Si 0 9.5708 2.9001 -0.0024 -0.0605 0.0118
Si 3.8672 9.5708 2.9001 -0.0086 -0.0109 -0.0089
Si 7.7343 9.5708 2.9001 -0.0092 -0.0263 -0.0039
Si -1.2294 -0.7744 24.6027 0.0099 0.0097 0.0051
Si 0.6966 0.6985 25.3509 -0.0001 -0.0203 -0.0033
Si 9.7606 -2.7438 31.9358 0.0072 -0.0027 -0.0087
Si 0.0774 -2.5305 14.4221 0.0009 0.0005 0.0016
Si 6.8998 6.7081 29.768 -0.0176 -0.0153 -0.0244
Si 13.7052 2.5386 31.2502 -0.0011 -0.0037 0.0112
Si -2.1648 6.6203 30.2472 -0.0263 -0.0112 -0.0091
Si 2.0788 8.552 29.1648 0.0097 0.0058 -0.017
Si 9.7185 2.9044 31.4424 0.0054 -0.0212 0.0288
Si 2.0015 8.5043 31.4906 0.0048 0.001 -0.0278
Si 8.6536 3.4306 25.2136 -0.0003 -0.0025 -0.0054
Si 9.6222 10.4568 29.3464 0.0021 -0.008 -0.0274
Si 7.5511 3.8365 31.5809 -0.0757 -0.0356 -0.0206
Si 5.7755 2.3346 31.7138 0.0125 0.0143 -0.0265
Si 5.766 2.2953 29.2902 -0.0081 0.0087 0.0294
Si 4.0452 3.9917 31.5474 -0.007 -0.0109 -0.0108
Si 6.0219 4.8078 25.5725 -0.0099 0.0168 0.0014
Si 11.7199 3.13 29.9814 0.0534 0.0388 -0.0209
Si 2.4426 2.6882 23.6483 0.0021 -0.0011 -0.0023
Si 11.5349 9.7154 31.6284 -0.004 0.0001 0.0183
Si 15.1296 11.2525 29.445 -0.0015 -0.0181 -0.011
Si 2.3619 9.0169 25.207 0.0017 0.0108 0.0043
Si 7.6135 9.6079 26.0291 -0.0143 -0.0296 0.0005
Si 10.8649 4.9546 31.2025 0.058 0.0066 0.0609
Si 0.0203 0.1441 33.5095 0.0122 -0.0006 -0.0086
Si 3.8769 -0.0807 33.6018 -0.0067 -0.0043 -0.0207
Si 7.8303 0.0474 33.5475 0.0005 -0.0035 -0.015
Si 2.0035 1.4329 33.418 -0.0125 -0.0039 0.0054
Si 5.8049 1.1803 33.6878 0.0074 0.0133 0.0126
Si 9.7041 1.5131 33.4243 -0.0001 -0.0024 -0.006
Si 0.034 5.5447 33.382 -0.0111 -0.0324 -0.0652
Si 3.9046 5.4513 33.4107 -0.0156 0.0077 -0.0007
Si 7.763 5.3186 33.465 0.0217 0.011 0.0167
Si 1.9845 6.8827 33.3053 -0.0006 0.001 0.0117
Si 5.8915 6.7399 33.5047 -0.0112 0.0104 -0.0089
Si 9.6636 6.7496 33.7109 -0.0061 0.0016 0.007
Si 1.9639 2.7481 35.3937 -0.0046 0 -0.0117
Si 5.7986 2.7552 35.4361 -0.0003 -0.0186 -0.0035
Si 9.7006 2.7695 35.4156 0.0041 0.0013 0.0033
Si 0.0419 4.1265 35.3396 0.0009 0.0071 0.0092
Si 3.8683 4.1349 35.396 0.0018 -0.0054 0.0013
Si 7.7516 4.0693 35.4436 -0.0051 0.0035 0.0079
Si 1.9232 8.1563 35.3588 -0.0066 -0.0145 -0.002
Si 5.8235 8.1816 35.4009 0.0054 -0.001 0.0087
Si 9.6861 8.2324 35.4997 -0.0018 -0.0028 -0.0058
Si 0.0256 9.5911 35.3889 -0.0045 0.0059 -0.0026
Si 3.8468 9.4887 35.4791 0.0051 0.0083 -0.0001
Si 7.76 9.5642 35.4317 0.0018 0.0044 -0.0006
Si 0 0 37.3456 0.0579 0.0056 -0.0077
Si 3.8672 0 37.3456 -0.0083 -0.0795 0.1376
Si 7.7343 0 37.3456 -0.0426 0.0774 0.0399
Si 1.9336 1.3673 37.3456 0.0061 0.012 -0.1628
Si 5.8008 1.3673 37.3456 -0.0593 0.0282 0.0785
Si 9.6679 1.3673 37.3456 0.1295 -0.0231 -0.1521
Si 0 5.469 37.3456 0.0925 0.0522 -0.2798
Si 3.8672 5.469 37.3456 0.0173 0.1007 -0.0347
Si 7.7343 5.469 37.3456 -0.0243 0.1045 0.0024
Si 1.9336 6.8362 37.3456 -0.1425 -0.1621 -0.1708
Si 5.8008 6.8362 37.3456 0.0692 -0.0638 0.0538
Si 9.6679 6.8362 37.3456 0.096 -0.1048 0.5215
Si 1.9145 2.7325 6.7787 -0.0007 -0.0022 0.0002
Si 5.7793 2.7482 6.7392 0.0006 -0.003 -0.0011
Si 9.6533 2.7321 6.7799 0.0005 -0.0011 0.0002
Si -0.0255 4.1023 6.7829 0.0023 0.0012 -0.0048
Si 3.8425 4.1021 6.7471 0.0019 0.0024 -0.0015
Si 7.7253 4.0984 6.787 -0.0039 0.0039 -0.0046
Si 1.8911 8.2243 6.7567 0.0026 -0.0016 -0.0015
Si 5.7898 8.2003 6.7685 -0.0002 -0.0031 0.0008
Si 9.6625 8.2104 6.7669 -0.0003 -0.0007 -0.0018
Si -0.0247 9.603 6.7826 -0.0007 0.0017 0.0011
Si 3.8523 9.5631 6.7665 -0.0025 0.0003 -0.0018
Si 7.7192 9.5665 6.7629 0.0027 -0.0011 -0.0014
Si -0.0207 0.042 8.7328 0.002 -0.0073 -0.0043
Si 3.8593 -0.0297 8.7137 -0.0001 0.0015 -0.0022
Si 7.7018 0.0368 8.6637 -0.0072 0.001 -0.0048
Si 1.9453 1.3616 8.7201 0.0014 0.0018 -0.0071
Si 5.7725 1.3979 8.6631 0.001 0.0079 0.0023
Si 9.6248 1.3785 8.7325 0.003 0.005 -0.0017
Si -0.0584 5.4322 8.7556 -0.0005 0.0006 0.0013
Si 3.7983 5.5295 8.6251 0.003 -0.0024 -0.0056
Si 7.7316 5.4718 8.7328 0.0035 -0.0048 0.0009
Si 1.8489 6.8375 8.6704 -0.0008 0.0056 -0.002
Si 5.7926 6.8114 8.6931 -0.0046 0.0071 -0.0086
Si 9.6291 6.8535 8.708 0.0013 0.0027 -0.0056
Si 5.8473 8.1831 10.6087 -0.0091 -0.0056 0.0034
Si 5.505 1.6451 12.3013 -0.0005 -0.0025 -0.0511
Si 11.7836 -2.0366 17.4669 -0.0016 -0.0023 -0.0002
Si -5.2743 7.0835 27.5018 0.0082 0.015 0.0023
Si 7.6482 -1.2264 10.6371 -0.0061 0.0011 0.0071
Si 11.4449 5.2659 12.5611 -0.0021 0.0089 0.0024
Si -3.6974 9.2485 20.8468 -0.0031 0.0052 0.0075
Si 4.1227 4.0027 14.0131 0.0012 -0.0015 0.0185
Si 5.776 2.9615 10.4499 0.001 -0.0112 0.0151
Si -0.0539 14.8725 10.6554 0.0003 0.0013 0.0027
Si 7.8692 5.6225 12.8337 -0.0046 0.0025 -0.014
Si 1.9127 12.0648 12.489 -0.0096 -0.0017 0.0037
Si -2.0286 -2.6358 10.588 0.0027 -0.0083 0.0095
Si 5.4681 -2.2053 19.0838 0.0086 0.002 0.0064
Si 11.5337 -1.3618 10.6369 0.0043 0.0073 -0.0072
Si 3.9066 5.6825 12.4691 0.0098 0.0117 -0.0016
Si 9.5563 2.6607 10.7381 -0.0057 -0.0053 0.0036
Si 15.0134 1.7184 17.0481 0.0183 0.005 0.0155
Si -1.7077 3.2066 17.9109 -0.0204 -0.004 0.0043
Si -0.9888 5.4753 26.2673 -0.0002 0.0066 0.0011
Si 7.3952 0.1788 12.5893 0.0107 -0.0054 0.0052
Si 3.9576 10.8249 12.478 0.0096 0.0063 0.0099
Si 11.4757 10.8886 12.6191 -0.0085 0.0132 0.0042
Si 13.4418 8.1338 10.6389 0.0017 -0.002 -0.0055
O -8.3985 -3.3933 28.5267 -0.0103 0.0038 0.0093
O 5.702 -1.7619 17.5378 -0.002 -0.0027 -0.0017
O 6.3579 -4.822 22.1204 0.004 -0.0051 -0.0078
O 17.4325 -11.2983 15.4048 0.0002 -0.0048 -0.0332
O -12.6618 -15.7244 19.3752 -0.0008 0.0082 -0.0017
O 8.4346 -30.127 18.5209 0.0179 0.0084 -0.0038
O -11.0113 8.1436 28.5997 0.0053 -0.0038 0.0125
O -17.3965 18.1024 19.2463 0.0002 0.0038 -0.0039
O 16.9931 -5.0198 24.5377 -0.0009 -0.0083 0.0053
O 28.0402 -7.085 26.1898 -0.0027 -0.001 -0.0015
O 1.9505 12.5281 17.7568 -0.0008 -0.0019 -0.0008
O 19.4422 -18.0283 22.0429 0.0056 0.0016 0.0004
O 15.2732 19.4536 26.0502 -0.0076 0.0004 0.0063
O 9.6706 -9.0296 21.5785 0.0036 0.0025 0.0035
O 23.4858 -11.3701 17.161 0.0015 -0.0019 0.0004
O 10.4013 -4.1593 27.204 -0.0022 -0.0058 0.0057
O 1.0836 -4.0527 23.0636 -0.0016 -0.0001 -0.0024
O -22.7039 -31.1269 26.6867 -0.0089 0.012 0.0226
O 5.009 2.6944 13.5224 -0.0012 0.002 0.0178
O 50.9414 -9.5849 28.6286 0.0102 0.0034 -0.006
O 9.4803 13.243 14.1357 -0.0017 0.0031 0.0046
O -7.0482 -33.3218 30.4121 -0.0139 -0.0106 -0.0003
O -10.115 19.2227 18.2913 -0.0014 -0.0011 -0.0015
O -7.8222 6.7503 22.5596 -0.0093 0.0033 -0.003
Si -3.6928 20.5017 31.6953 -0.0247 0.0168 0.0224
Si 11.7956 -14.4688 24.3343 0.001 0.0088 0.0017
Si 15.746 -1.4738 31.717 0.0099 0.0045 0.0154
Si 13.5638 2.6977 10.6763 -0.0007 0.0014 0.0001
Si 8.1216 -9.6897 27.4419 0.0135 -0.0182 -0.0204
Si 5.8258 4.5992 30.0315 0.0157 0.0228 -0.0213
Si 17.6664 8.068 31.5748 0.0159 0.0084 -0.0144
Si -1.9736 -7.0917 14.7028 -0.0067 -0.0032 0.0103
Si 24.9686 -4.2434 12.5636 -0.0079 -0.0084 -0.0002
Si -4.6942 -8.79 18.2058 -0.0003 -0.008 0.0254
Si 3.8472 -12.4301 10.5967 0.0073 0.0002 -0.0044
Si 13.8957 8.8759 19.5942 0.0032 0.0026 0.0019
Si -6.6145 -8.3326 20.1332 0.0113 -0.0013 -0.0157
Si 3.2488 -17.616 26.2249 0.0024 0.0081 0.0004
Si 21.5345 0.3392 21.8545 -0.0058 0.0017 0.0014
Si 5.765 -11.1633 17.0203 0.0047 0.0181 0.0208
Si 12.1263 -9.7614 17.0432 -0.0111 0.0057 0.0012
Si 3.9414 -14.6293 27.0889 0.0084 -0.0003 -0.0118
Si 14.0183 7.6561 22.5231 0.0089 -0.0003 0.0109
Si 13.6228 -8.9011 14.5983 -0.007 0.0039 0.026
Si 1.9094 3.2263 20.6029 0.0062 0.0017 -0.0008
Si 3.8062 -6.6944 10.5594 0.0065 -0.0047 0.009
Si -6.2597 14.9688 16.72 0.0096 -0.0057 0.0125
Si -2.0999 -14.533 18.9619 -0.0044 -0.0064 0.0046
Si -0.7049 -28.2271 19.7556 0.0021 -0.0062 -0.0135
Si 12.89 0.3494 20.9636 0.0004 0.0036 0.0068
Si 12.4066 14.0339 27.5328 -0.0022 -0.0214 -0.0398
Si 4.1265 -10.298 22.344 0.01 0.0015 -0.0012
Si 5.313 -4.1063 23.1678 0.0062 0.0089 -0.0014
Si 29.269 -1.8095 23.3177 -0.002 -0.002 0.0089
Si 21.3936 -4.0131 12.4719 -0.0031 -0.0073 -0.0023
Si 20.9821 3.3726 22.2079 -0.0106 -0.0074 -0.0067
Si 21.0905 1.3324 12.7768 0.0106 0.0005 -0.005
Si 5.8756 -3.9072 12.6969 0.0068 -0.0337 -0.0172
Si 5.7461 -22.9044 13.8984 -0.0045 -0.009 0.0162
Si -1.0011 -25.1078 28.5298 0.0204 0.0154 -0.0206
Si 7.7501 -17.6391 10.7702 -0.0048 0.0025 0.0053
Si 18.4695 -15.7683 18.6149 -0.0004 -0.0144 0.0033
Si 6.7614 4.7783 21.289 -0.0043 -0.004 0.0001
O 18.8876 8.2236 26.8101 -0.0125 0.0129 -0.0068
O 10.9836 -0.3511 30.2744 -0.0042 0.0054 -0.0084
O 5.9345 -16.6015 17.5802 -0.0016 -0.0018 -0.0075
O -1.2203 -2.4223 18.2355 0.003 -0.0004 -0.001
O -4.1969 9.0006 22.3724 0.0045 -0.003 -0.0048
O -2.6737 -11.3639 20.8284 0.0032 -0.0023 0.0002
O 19.8511 -15.0967 18.0082 0.0034 0.0054 -0.0021
O -8.3757 -20.5668 15.4731 0.0001 -0.0027 -0.0149
O -12.3001 8.7297 23.9507 0.0066 -0.012 -0.0045
O 12.6351 12.7966 20.4528 -0.0009 0.0001 -0.0016
O 12.7973 1.7032 24.123 0.0025 0.0069 -0.0104
O 21.0272 0.8017 28.342 -0.0053 0.0003 0.0078
O 20.2688 -30.7473 26.1269 -0.005 -0.0001 0.0039
O -15.8063 5.1703 19.8391 0.0015 0.0077 -0.0028
O 19.8515 -33.364 30.2592 0.009 -0.0017 -0.0007
O -4.3405 10.8823 26.9812 0.0049 0.0046 -0.0031
O -17.7679 -28.9309 21.0532 0.0016 0.0034 0.0041
O 26.58 3.0082 19.8848 -0.0128 0.0023 -0.0015
O 3.9818 -40.4984 17.2501 -0.0057 -0.0021 -0.0112
O 28.169 12.1881 21.0702 -0.0049 -0.004 0.0059
O 21.1668 -29.5222 23.8498 -0.002 0.0013 0.0042
O 18.0912 -29.9383 16.7735 -0.0118 0.0139 -0.0126
O 2.0612 -24.748 20.9907 -0.0005 0.0038 -0.0045
O 9.2421 15.5717 26.1298 0.0025 -0.0006 -0.0031
O -5.8184 -2.701 13.8855 -0.001 0.0286 0.0251
O 11.669 -0.9444 14.022 0.0025 -0.0022 0.0054
O 24.3718 -2.9963 25.5489 0.0001 -0.0051 -0.0065
O 37.3778 -7.3384 14.4858 -0.0017 0.0022 -0.0065
O -4.9853 -1.2801 24.752 0.0115 -0.0038 0.0126
O 11.7219 4.4257 26.8381 0.0024 -0.0088 0.0114
O 38.6415 -9.1431 23.4923 -0.0046 0.0006 -0.0024
O 27.1134 -12.8867 19.4468 -0.0064 -0.0006 -0.0015
O -0.6207 -4.8522 24.7996 -0.0023 -0.0043 -0.0016
O -1.3208 -14.1049 13.8472 0.0038 -0.0014 -0.0011
O 9.767 9.1242 28.4002 -0.0013 0.0058 0.0129
O 12.556 -17.4992 19.8992 -0.0001 -0.0002 -0.002
O -32.1787 -28.9449 24.7627 -0.0015 -0.0001 0.0027
O 7.0171 22.4349 17.7415 -0.0066 -0.0053 -0.0081
O 8.7451 7.9662 20.2797 0.0022 -0.0027 -0.0072
O -24.4784 4.3566 21.306 -0.0005 0.0019 0.0019
O 9.5847 -21.8459 23.4137 0.0021 0.0039 -0.0076
O 27.6569 -10.3437 17.6006 -0.0044 -0.0055 -0.008
O 34.0717 -41.8591 17.773 0.0064 -0.0027 -0.0036
O 14.1681 -22.7036 28.7163 0.0044 0.0054 0.0087
O -0.6106 15.4372 14.0121 -0.0014 0.0012 0.0006
O 13.7077 -40.3102 22.2286 0.0005 -0.005 -0.0001
O -8.9571 -2.0324 23.5875 -0.0027 -0.007 -0.0078
O 28.1985 15.567 15.2608 -0.0073 -0.0025 -0.0088
O 12.25 -20.0925 15.5014 0.0087 -0.0021 -0.0144
O 41.3382 -34.1868 20.0024 -0.0034 -0.0085 -0.0042
O 37.2372 14.3667 27.3918 -0.0028 0.0031 0.0069
O 19.8913 -17.1826 14.1868 0.009 -0.0046 0.0081
O -1.8889 -7.0978 16.3594 0.0052 0.0038 0.0003
O 9.2028 -12.1455 25.6635 -0.0071 0.002 0.0063
O 53.5156 -7.1048 24.8574 0.006 -0.0024 0.0027
O 14.8125 -5.0628 26.5082 -0.0016 -0.0135 0.0017
O 6.7188 -38.1178 26.7938 0.0001 -0.0004 -0.0015
O 13.056 -3.2166 13.8456 -0.0046 -0.0001 0.0052
O -20.7033 -20.6537 30.3107 -0.0025 0.0018 -0.0085
O 7.1164 2.1409 28.3648 -0.0105 0.0028 0.0024
O 25.1292 -22.2723 25.6066 -0.0033 -0.0034 -0.0039
O -8.9964 -21.6709 21.9137 -0.0045 -0.0004 -0.0066
O -6.6036 -33.4627 22.8333 -0.0055 0.0001 -0.0024
O 1.6103 10.3448 19.6931 -0.0004 -0.0057 -0.0003
O 11.4901 -22.0019 21.6487 0.0036 -0.0007 -0.0038
O 0.1332 8.1713 16.0205 0.0004 0.0002 -0.0016

Results
free energy: -175136.277 eV
free energy less fixed offsets of O -568.88, Si -635.61 eV per atom: 6.873 eV

The program warned: the cutoff lies below the one the program advises for these potential files; the forces do not sum to zero within the program's tolerance; the exchange-correlation potential is rough where the density is thin.
